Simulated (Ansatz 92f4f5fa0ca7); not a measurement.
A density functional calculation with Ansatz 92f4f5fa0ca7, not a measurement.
Periodic cell of 285 atoms, Si195O90, from a study of silicon, its oxide and their interface. The atomic structure is a simulated model.
Doubt: the cutoff is far below the 930 eV that the study's wrapper takes by default for these files, so forces and energies are approximate.
This geometry differs little from another in the collection (a relaxation step or a small displacement).

Settings: functional PBE; potential files Ansatz PAW; basis plane waves; wave-function cutoff 580 eV; density cutoff ratio 5; exchange-correlation grid ratio 1; k mesh 1 x 1 x 1, Gamma-centred; self-consistency stop 5e-08 eV per atom in the density residual; occupations fixed; spin none; net charge 0.

Cell vectors (angstrom)
a 11.6015 0 0
b 0 10.938 0
c 0 0 40.4138

Atoms and the computed forces on them: element, x, y, z (angstrom), force x, y, z (eV/angstrom)
Si 0 0 0.9665 -0.0005 0.024 0.007
Si 3.8672 0 0.9665 -0.0062 0.0337 0.0081
Si 7.7343 0 0.9665 0.0081 0.0287 0.0075
Si 1.9336 1.3673 0.9665 -0.0006 -0.0322 -0.0043
Si 5.8008 1.3673 0.9665 0.0009 -0.0545 -0.0022
Si 9.6679 1.3673 0.9665 -0.0022 -0.027 -0.0093
Si 0 5.469 0.9665 0.0034 -0.008 -0.0115
Si 3.8672 5.469 0.9665 -0.0057 0.063 -0.0008
Si 7.7343 5.469 0.9665 0.0029 0.0748 0.012
Si 1.9336 6.8362 0.9665 -0.0108 -0.0235 -0.0137
Si 5.8008 6.8362 0.9665 -0.0009 -0.0583 0.0077
Si 9.6679 6.8362 0.9665 0.012 -0.0546 0.0003
Si 1.9336 2.7345 39.4467 -0.0283 0.022 0.0092
Si 5.8008 2.7345 39.4467 -0.0198 0.036 0.0061
Si 9.6679 2.7345 39.4467 -0.0087 0.0144 0.0146
Si 0 4.1018 39.4467 -0.0219 0.0135 0.0141
Si 3.8672 4.1018 39.4467 -0.0256 -0.0595 -0.0106
Si 7.7343 4.1018 39.4467 -0.0175 -0.0574 -0.0045
Si 1.9336 8.2035 39.4467 -0.0203 0.0398 -0.0086
Si 5.8008 8.2035 39.4467 -0.0273 0.0461 -0.0008
Si 9.6679 8.2035 39.4467 -0.0131 0.0498 -0.0036
Si 0 9.5708 39.4467 -0.0238 -0.0083 0.0076
Si 3.8672 9.5708 39.4467 -0.0145 -0.0233 -0.002
Si 7.7343 9.5708 39.4467 -0.0214 -0.0195 0.0018
Si 0 0 4.8337 0.0181 0.0441 -0.0412
Si 3.8672 0 4.8337 0.113 0.0854 -0.0568
Si 7.7343 0 4.8337 0.0316 0.0507 -0.1023
Si 1.9336 1.3673 4.8337 0.1086 -0.0096 0.0281
Si 5.8008 1.3673 4.8337 0.0785 -0.0057 0.1311
Si 9.6679 1.3673 4.8337 -0.0151 -0.0337 -0.0492
Si 0 5.469 4.8337 0.0423 0.0656 -0.2267
Si 3.8672 5.469 4.8337 0.0928 0.0932 0.1165
Si 7.7343 5.469 4.8337 0.0475 0.0634 0.2774
Si 1.9336 6.8362 4.8337 0.0875 0.0152 -0.1764
Si 5.8008 6.8362 4.8337 0.0488 0.0012 0.1218
Si 9.6679 6.8362 4.8337 0.0419 0.0155 0.0816
Si 1.9336 2.7345 2.9001 0.011 0.018 -0.0103
Si 5.8008 2.7345 2.9001 0.0237 0.0613 0.0302
Si 9.6679 2.7345 2.9001 0.0268 0.0155 0.0012
Si 0 4.1018 2.9001 0.0186 0.0446 -0.0392
Si 3.8672 4.1018 2.9001 0.0197 -0.0665 0.0174
Si 7.7343 4.1018 2.9001 0.022 -0.0929 0.0208
Si 1.9336 8.2035 2.9001 0.0177 -0.0165 -0.0316
Si 5.8008 8.2035 2.9001 0.03 0.0687 0.0151
Si 9.6679 8.2035 2.9001 0.0173 0.0491 0.0028
Si 0 9.5708 2.9001 0.0266 -0.0053 -0.0252
Si 3.8672 9.5708 2.9001 0.0167 -0.0312 -0.0008
Si 7.7343 9.5708 2.9001 0.0157 -0.0205 -0.0031
Si -0.1472 0.1667 29.9109 0.0155 -0.0077 0.0089
Si 3.8081 -0.0192 29.761 -0.0081 0.0101 0.0189
Si 7.7349 -0.247 29.8992 -0.0012 0.0007 0.0158
Si 1.8685 1.3542 29.8981 -0.0046 0.0043 0.0111
Si 5.8409 1.1838 29.7844 -0.0001 0.002 0.014
Si 9.4224 1.3806 29.8998 -0.0157 0.0009 0.0085
Si -0.2164 5.4066 29.9061 0.0092 0.0046 0.01
Si 3.4268 5.463 29.6696 0.0002 0.0041 0.005
Si 7.4098 5.3523 29.7128 -0.0079 0.013 0.0115
Si 1.5657 6.906 29.834 -0.0047 0.0025 0.0164
Si 5.455 6.7376 29.6215 0.0087 -0.0147 0.0247
Si 9.3578 6.6591 29.6986 -0.0036 -0.0062 0.0132
Si 1.8133 2.7503 31.7904 0.0113 0.0053 -0.0163
Si 5.647 2.642 31.693 0.0065 0.0014 -0.0145
Si 9.4786 2.7481 31.803 0.0062 0.0003 -0.0111
Si -0.1718 4.0647 31.832 -0.0082 -0.0027 -0.0117
Si 3.736 4.0987 31.6502 -0.0075 0.0018 -0.0122
Si 7.5193 4.0712 31.724 -0.0046 -0.0139 -0.0122
Si 1.7648 8.3216 31.6957 0.0036 -0.0037 -0.0235
Si 5.596 8.0532 31.6693 0.0036 -0.0024 -0.0193
Si 9.5467 8.0781 31.6662 -0.0012 -0.0085 -0.0173
Si -0.2109 9.6052 31.7491 0.0005 0.0043 -0.0093
Si 3.772 9.5749 31.7236 0.0029 0.0073 -0.0083
Si 7.5788 9.3545 31.7803 0.0068 0.0005 -0.0218
Si -0.1372 0.0042 33.6833 0.0004 0.007 0.0067
Si 3.7645 -0.0198 33.6668 0.0035 0.0097 0.0038
Si 7.6019 -0.0691 33.6349 0.0056 0.0037 0.006
Si 1.8254 1.335 33.673 -0.0024 -0.0027 0.0058
Si 5.688 1.3315 33.6563 -0.0069 -0.0112 0.003
Si 9.5159 1.3301 33.6814 -0.0019 -0.0083 -0.0002
Si -0.0796 5.4675 33.7019 0.0016 0.0072 0.001
Si 3.7637 5.4495 33.6109 0.0032 0.0076 -0.0054
Si 7.6178 5.4554 33.6405 0.009 0.0059 0.0052
Si 1.8417 6.8485 33.5913 0.0011 0.0005 0.0082
Si 5.6836 6.7988 33.6579 -0.0021 -0.0102 0.0076
Si 9.5773 6.7851 33.6413 0.0008 -0.0062 0.0062
Si 1.871 2.7205 35.5891 0.0005 -0.0035 0.0071
Si 5.7338 2.7269 35.5736 0.0019 0.0009 0.0053
Si 9.5879 2.7304 35.5876 0.003 -0.0008 0.0052
Si -0.0603 4.0815 35.6033 0.001 0.0013 0.0055
Si 3.7947 4.0947 35.5646 0.0025 0.0009 0.0073
Si 7.6618 4.0974 35.5808 -0.0004 0.002 0.0067
Si 1.8703 8.1888 35.561 0.0015 -0.0035 0.006
Si 5.7276 8.1923 35.5767 0.0024 0.002 0.0046
Si 9.5954 8.1884 35.5645 0.0011 0.0013 0.0045
Si -0.0692 9.5542 35.5898 0.0001 -0.0015 0.0042
Si 3.7977 9.556 35.5913 0.0002 -0.0053 0.0039
Si 7.6605 9.5514 35.5904 0.0013 0.0012 0.0061
Si 0 0 37.5131 -0.0509 -0.0222 0.0237
Si 3.8672 0 37.5131 -0.0599 0.0161 0.0253
Si 7.7343 0 37.5131 -0.0537 0.0048 -0.0146
Si 1.9336 1.3673 37.5131 -0.0281 -0.0986 0.0803
Si 5.8008 1.3673 37.5131 -0.066 -0.0434 -0.0192
Si 9.6679 1.3673 37.5131 -0.0629 -0.0503 0.0501
Si 0 5.469 37.5131 -0.056 -0.0179 0.1049
Si 3.8672 5.469 37.5131 -0.0492 -0.0025 -0.0947
Si 7.7343 5.469 37.5131 -0.0713 0.0486 -0.015
Si 1.9336 6.8362 37.5131 -0.0603 -0.0635 -0.1017
Si 5.8008 6.8362 37.5131 -0.0664 -0.0887 -0.0059
Si 9.6679 6.8362 37.5131 -0.0587 -0.0697 -0.0659
Si 2.0215 2.7576 6.755 -0.0054 0.0017 -0.0073
Si 5.8747 2.7439 6.7847 0.0007 0.0024 -0.0027
Si 9.7204 2.7444 6.7523 0.006 -0.0003 -0.0056
Si 0.0592 4.0825 6.7163 -0.0019 0.0049 -0.001
Si 3.9598 4.1185 6.7878 0.0004 -0.0005 -0.0059
Si 7.795 4.1256 6.8231 -0.0029 -0.0047 -0.0079
Si 2.0201 8.2382 6.7236 0.0003 -0.0082 -0.0038
Si 5.8733 8.2005 6.7942 0.0034 -0.0018 -0.0102
Si 9.7189 8.2106 6.7816 -0.005 -0.006 -0.0083
Si 0.067 9.5778 6.7619 -0.0018 0.0065 -0.0079
Si 3.9557 9.5953 6.7704 -0.0027 0.0029 -0.0052
Si 7.792 9.5834 6.7612 -0.002 0.0036 -0.0002
Si 0.1413 0.0484 8.6644 -0.0054 0.0042 -0.0079
Si 4.0012 0.0488 8.694 0.0141 0.0045 0.0023
Si 7.8276 0.0611 8.6545 0.0045 0.0028 -0.0094
Si 2.0695 1.4295 8.704 -0.0009 -0.0054 0.0036
Si 5.9162 1.431 8.7622 -0.0022 -0.012 -0.0114
Si 9.7821 1.3826 8.6764 -0.0063 -0.0057 -0.0019
Si 0.0916 5.5148 8.5642 0.0007 -0.0057 -0.0088
Si 4.0056 5.4813 8.7437 -0.0055 0.0111 -0.008
Si 7.8176 5.4531 8.8326 0.0049 0.0178 -0.0093
Si 2.0589 6.7957 8.5681 -0.0019 -0.0023 -0.0037
Si 5.9258 6.866 8.7728 -0.007 -0.0107 -0.0041
Si 9.7352 6.834 8.7213 -0.0023 -0.0055 -0.005
Si 2.0949 2.8346 10.634 0.0019 -0.0127 0.0147
Si 5.9244 2.7497 10.7782 -0.0154 0.004 0.022
Si 9.83 2.8314 10.5437 0.0087 -0.0017 0.0153
Si 0.1306 4.224 10.4863 -0.0137 0.0152 0.0119
Si 4.0683 4.1811 10.7469 0.0033 -0.0012 0.026
Si 7.8914 4.1132 10.8563 0.0013 -0.0123 0.0058
Si 2.1382 8.1257 10.4618 0.0317 0.0074 0.0087
Si 6.0127 8.2163 10.7399 0.0169 -0.0012 0.0241
Si 9.7934 8.308 10.5784 -0.0068 0.0046 0.016
Si 0.1961 9.4922 10.4822 -0.0118 -0.0034 0.0201
Si 4.0132 9.5153 10.5378 -0.032 -0.0033 0.0064
Si 7.8854 9.6975 10.5938 0 -0.0062 0.0131
Si 0.1128 -0.0522 12.3218 -0.0059 -0.0074 -0.017
Si 3.9087 -0.1804 12.5166 0.0005 0.0174 -0.0356
Si 7.923 0.2515 12.4775 0.0005 -0.0181 -0.0128
Si 1.9856 1.3334 12.4863 0.0023 0.0054 -0.0164
Si 5.7864 1.2065 12.6171 0.0041 0.003 -0.0218
Si 9.9602 1.4818 12.442 0.0075 0.0091 -0.0156
Si 0.1689 5.7288 12.3342 0.0015 -0.0327 -0.0174
Si 4.2764 5.493 12.7952 0.0024 0.0019 -0.031
Si 8.2106 5.5226 12.8343 -0.0145 -0.0017 -0.0032
Si 2.2651 6.7498 12.3775 0.0154 0.0062 -0.0071
Si 6.2646 6.8965 12.8042 -0.0138 -0.0075 -0.0131
Si 9.8113 7.1584 12.6272 0.0271 0.0353 -0.0054
O 0.3268 3.6026 15.759 0.0052 0.0193 0.009
O 4.3324 4.5169 14.1736 0.0285 -0.0302 0.0537
O 5.5238 1.662 14.2067 -0.0198 0.003 0.0348
O 11.5832 10.0483 13.7633 0.0188 -0.0044 0.0461
O 6.6231 7.9555 14.0758 0.0297 0.0158 0.0081
O 10.4599 2.3271 13.8215 0.0196 0.0153 0.0115
O 6.7522 4.4928 15.2876 -0.0256 0.0129 0.0258
O 1.5931 2.3238 13.7933 -0.0144 0.0158 0.0052
O -0.4129 8.9676 16.0931 0.0075 -0.007 -0.0053
O 10.0318 7.7316 17.9654 -0.0007 -0.0052 -0.0079
O 2.1056 7.8029 13.6455 0.0117 0.0168 0.0071
O 7.9641 10.3162 13.8693 -0.0032 -0.0153 -0.0008
O 11.5129 10.1589 28.5593 0.0014 0.0006 -0.0076
O 11.7982 4.3709 28.6613 0.0182 -0.0135 -0.0008
O 7.4778 4.4338 28.3146 0.0052 -0.0258 -0.0126
O 4.4661 13.8845 22.6466 0.0035 0.0012 0.0053
O 3.7123 9.9015 28.4427 0.0106 -0.0241 -0.0119
O 6.1904 2.1207 28.4433 0.017 0.0129 -0.0057
O 1.8007 2.2018 28.4727 0.0042 0.0184 -0.0087
O 8.9482 2.2244 28.5221 -0.0056 0.0038 -0.0005
O 7.5786 13.635 26.283 0.0031 -0.0096 -0.0189
O 1.2399 7.4937 28.2955 0.0132 0.013 -0.0352
O 2.912 4.5839 28.3196 -0.0224 -0.0158 -0.0092
O 9.147 7.4524 28.2489 -0.0132 0.0321 -0.0176
Si 5.1827 15.2435 15.5829 0.0724 -0.0267 -0.0199
Si 10.8526 10.138 20.6056 0.001 -0.0011 0.0023
Si 7.7506 14.2828 20.325 0.0007 -0.0007 -0.0095
Si -4.0424 35.6688 27.897 -0.0079 0.0108 0.0121
Si 11.8324 14.0893 14.1999 -0.0073 -0.0075 -0.0035
Si -2.6973 17.6128 18.4477 -0.0014 -0.0035 0.0074
Si 7.3657 10.6019 17.0235 -0.0089 -0.0076 0.0027
Si -3.3632 15.7358 15.8663 -0.0442 -0.0339 -0.0307
Si 0.5242 -11.8746 15.2839 -0.0137 0.0006 -0.01
Si 10.7155 0.9731 24.7493 0.0024 0.0028 -0.014
Si 14.6985 30.5088 14.6232 0.0019 0.0107 -0.0079
Si -10.0649 3.7275 27.9677 0.0071 0.0038 0.0204
Si -10.866 15.9158 16.5468 -0.007 -0.0185 0.0054
Si 13.3206 -3.0653 26.7781 0.0309 0.0102 0.0116
Si -15.5422 12.5358 25.0776 -0.0019 0.006 -0.0031
Si -2.9471 8.7713 27.4285 0.0194 -0.0108 0.0057
Si 15.154 -4.5385 16.7049 -0.0012 0.0004 0.0082
Si -1.6956 4.9891 20.951 0.0051 0.0006 -0.0079
Si 11.3418 7.6668 17.0432 -0.0138 0.0051 0.0028
Si -2.6288 -8.6309 17.6325 0.0002 0.0116 0.0017
Si 13.835 -14.4288 19.0782 -0.0013 -0.0048 0.0115
Si 2.0715 0.8504 16.7876 0.0083 0.0008 0.0049
Si -26.8549 19.7774 14.5354 -0.0063 0.0035 -0.0171
Si 18.2254 9.5602 25.4491 -0.0043 -0.0052 -0.0026
Si 0.4858 17.4432 24.2685 0.006 0.0016 -0.007
Si 12.4541 3.6022 24.8344 0.002 -0.0012 0.005
Si 13.5114 -0.7409 19.3253 -0.0033 -0.0024 -0.0013
Si 7.271 8.6085 22.6309 -0.0039 0.0047 -0.005
Si -11.1757 2.8728 18.4228 -0.0099 0.0076 0.0011
Si -1.183 9.0003 23.2891 0.0055 0.0041 -0.0079
Si 12.7101 -9.4752 21 -0.0015 0.0034 -0.0023
Si 12.9685 5.6399 21.5571 0.0028 0.0056 -0.0065
Si 11.3471 10.0976 26.9534 -0.0029 -0.0028 -0.0156
Si 7.354 5.5972 21.9749 -0.001 -0.0017 -0.0082
Si -3.7153 -1.6667 19.7597 -0.0039 0.0045 -0.0028
Si -5.5006 2.9876 22.705 -0.0024 -0.0059 -0.0029
Si 27.6714 8.8111 27.4847 -0.0039 -0.0266 0.0082
Si 16.5795 -9.5426 15.733 0.0097 0.0178 0.0096
Si -8.7311 14.2185 22.6747 -0.0044 -0.0035 -0.014
O 2.5362 4.5049 21.6462 -0.001 0.0027 0.004
O 8.516 0.8444 17.0452 0.005 0.0066 -0.0105
O -4.5243 -1.558 21.1902 0.0008 -0.002 0.0026
O 6.7648 2.4454 21.2842 -0.0008 -0.0017 0.0024
O 1.1003 7.6943 17.9274 0.0078 -0.0021 -0.0051
O 8.8815 5.1764 14.3818 -0.0216 -0.0244 0.0474
O -13.5516 5.6164 19.4487 -0.0003 -0.0013 0.0036
O 1.4158 17.491 22.9167 0.0013 -0.0036 -0.0037
O 0.7351 -8.2446 20.0067 0.0009 -0.0054 -0.0026
O 11.3476 17.1809 16.2132 0.0029 0.0112 -0.0067
O 0.2195 4.6154 13.5297 -0.0013 -0.0069 0.0006
O -2.7965 19.7489 23.1546 -0.0031 -0.0022 0.0044
O -13.2388 9.3097 26.63 0.0044 -0.0003 0.0136
O -4.8233 -3.8713 22.3392 0.002 -0.0019 0.0035
O 1.6911 17.4312 20.2376 0.0039 0.008 -0.0064
O 14.9431 7.8902 26.7667 -0.0369 0.0095 0.0186
O -4.977 12.963 23.9021 -0.0063 0.0055 -0.0029
O 1.301 -15.0925 25.6516 -0.0018 -0.0072 0.0001
O -4.346 32.927 25.5942 0.0014 0.0034 0.0093
O -3.3192 5.916 17.1005 0.0017 0.0002 -0.0086
O 4.0786 9.6409 13.7808 -0.0209 -0.0356 0.028
O -2.704 25.3034 16.4458 -0.0262 0.0093 -0.0075
O 30.3341 -0.8522 18.5616 0.0008 -0.0081 0.0069
O -6.373 -12.2939 26.2815 0.0109 0.008 -0.0053
O 8.9951 16.7026 22.0846 0.0013 -0.0013 0.0031
O 4.9863 24.7714 16.374 0.0201 0.025 -0.0421
O -21.511 2.1746 17.6502 -0.0007 0.0017 -0.0104
O 17.9624 9.1789 23.8734 0.0045 -0.0035 -0.0069
O -0.7851 -0.4771 23.955 -0.0023 -0.0104 0.0052
O 10.969 7.6916 24.102 -0.0025 0.0034 0.0077
O 7.9229 -3.2675 19.3203 -0.0013 0.0017 -0.0019
O -3.7823 9.2732 16.1273 -0.0052 0.0196 0.0218
O -13.8644 10.0162 20.015 0.001 -0.0025 -0.0018
O 13.9506 -7.254 24.1632 0.0017 0.0005 0.0099
O 7.9926 9.8519 28.4706 0.0094 -0.0174 -0.0129
O 11.6656 -8.6903 24.3444 0.0037 0.0026 0.0109
O 9.1978 1.5286 24.5536 0.0035 0.0012 0.0063
O -8.1036 -4.0881 18.2623 -0.0101 0.0062 0.0058
O 23.7289 15.4189 18.0974 0.0023 -0.005 0.0005
O 1.0504 9.3115 26.367 0.0008 -0.007 0.0121
O 3.3987 11.9162 15.8364 -0.0011 -0.0011 -0.0052
O 1.9193 12.952 22.283 0.0012 0.0013 0.0032
O 11.1843 22.515 26.2891 0.0015 -0.0093 0.0101
O 7.113 4.8955 20.4669 -0.0005 0.0003 0.0017
O -11.319 9.9155 19.3569 0.0079 0.0011 -0.0067
O -5.6508 11.2532 16.4815 -0.0001 0.0026 -0.0059
O 9.3123 8.0543 13.9995 -0.0283 -0.0031 -0.0085
O -15.3095 24.6137 18.8183 0.0001 0.0021 0.0008
O 2.2523 5.5042 16.2477 -0.0055 -0.0009 -0.0104
O -18.3569 27.3271 16.6639 -0.0017 -0.0003 -0.0012
O 11.2981 0.6484 21.2742 0.0008 0.0001 -0.0017
O 2.0591 -1.4282 15.4698 -0.0091 0.0063 -0.0183
O 15.4575 -14.2458 15.6544 -0.004 -0.0111 -0.0008
O 1.1801 14.5589 26.4109 -0.0076 -0.0059 -0.0319
O 2.6899 -13.0282 19.7664 -0.0065 -0.0038 -0.0049
O -0.1436 -5.9077 21.3862 -0.0049 0.0006 -0.0001
O -4.9487 4.5161 22.9953 -0.0001 0.0006 0.0064
O 11.0508 9.0001 21.7717 -0.0001 0.0032 -0.0021
O -4.0079 -2.4646 26.2155 -0.0031 0.0035 -0.0015
O -0.0326 15.8803 24.4281 -0.001 0.0021 0.0126
O 9.2986 3.4544 20.9067 0.0023 0.0029 0.0037
O -1.0692 24.1209 18.1339 -0.0102 0.0002 -0.0137
O 17.0762 7.8539 28.3683 -0.0242 0.0338 -0.0218
O 0.6685 -10.3909 15.9583 0.0048 -0.0136 -0.0117
O 13.8257 -10.4846 20.362 -0.0012 -0.0007 -0.0021
O 14.0126 -11.2752 17.8482 -0.0069 -0.0066 0.0084

Results
free energy: -175140.885 eV
free energy less fixed offsets of O -568.88, Si -635.61 eV per atom: 2.265 eV

The program warned: the cutoff lies below the one the program advises for these potential files; the exchange-correlation potential is rough where the density is thin.
